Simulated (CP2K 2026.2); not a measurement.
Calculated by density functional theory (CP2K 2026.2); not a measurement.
Periodic cell of 512 atoms, Si360O152, from a study of silicon, its oxide and their interface. The atomic structure is a simulated model.
Doubt: the forces sum to 0.85 eV/angstrom along one axis rather than to zero, so they err by at least 0.0017 eV/angstrom per atom on average; the grid cutoff is modest.

Settings
functional: PBE
method: Gaussian and plane waves
basis set: DZVP-MOLOPT-SR-GTH
pseudopotentials: GTH-PBE
grid cutoff: 300 Ry, relative cutoff 40 Ry
k points: Gamma only
occupations: fixed
spin: none
net charge: 0

Cell vectors (angstrom)
a	16.32	0	0
b	0	16.32	0
c	3.0247	3.5965	33.902

Atoms and the computed forces on them: element, x, y, z (angstrom), force x, y, z (eV/angstrom)
Si	-0.473	-2	-0.087	0.513	-0.571	0.302
Si	2.184	3.287	-1.214	-0.057	0.058	0.117
Si	-0.168	0.57	-4.464	0.076	-0.032	-0.075
Si	4.126	5.478	25.474	-0.031	0.003	-0.019
Si	-1.317	-6.697	-0.016	-0.111	0	0.739
Si	1.066	-3.759	0.321	-0.229	0.442	0.411
Si	4.545	-1.87	0.058	0.188	-0.172	0.54
Si	6.396	1.768	-0.238	0.244	-0.179	0.76
Si	2.058	4.245	-6.653	-0.141	0.012	-0.126
Si	4.799	4.492	-0.599	0.287	0.323	0.544
Si	1.028	-4.307	-2.606	0.009	-0.214	0.043
Si	-10.181	-3.745	0.255	-0.31	0.18	0.591
Si	-6.819	-2.432	-0.458	-0.399	-0.026	0.443
Si	-3.791	2.9	-6.465	0.089	-0.039	0.046
Si	-7.271	4.661	0.031	-0.24	0.185	0.547
Si	-4.325	7.058	0.006	0.224	-0.197	0.794
Si	-6.366	-6.899	0.13	-0.037	0.316	0.696
Si	-1.675	-0.785	-2.294	0.083	-0.008	-0.002
Si	0.41	0.278	1.871	0.272	0.279	0.372
Si	2.093	1.979	1.488	-0.115	0.003	0.707
Si	-0.541	4.878	1.471	-0.041	0.005	-0.038
Si	2.994	8.582	1.347	-0.099	-0.109	0.74
Si	-0.072	-5.386	1.512	0.002	-0.063	-0.053
Si	2.798	-2.692	1.447	0.047	0.008	-0.007
Si	5.457	0.018	1.167	-0.006	0.029	-0.046
Si	-8.335	2.886	1.19	0.004	-0.041	-0.081
Si	5.609	5.618	1.279	0.012	-0.024	-0.011
Si	-8.006	8.26	1.365	-0.02	0.067	0.036
Si	5.204	10.785	1.503	0.389	0.261	0.133
Si	-8.267	-2.828	1.363	-0.04	-0.033	-0.026
Si	-5.183	-0.238	0.881	0.433	-0.286	0.468
Si	-2.174	3.082	1.483	0.03	0.243	0.577
Si	-5.471	5.483	1.325	-0.009	0.021	-0.089
Si	-2.692	8.18	1.296	-0.001	0.006	-0.032
Si	-5.153	-5.318	1.504	-0.472	-0.412	0.029
Si	-2.851	-3.136	1.493	0.042	0.2	0.526
Si	-1.302	1.431	2.918	-0.031	0.015	0.007
Si	1.285	3.931	2.639	0.085	-0.018	-0.047
Si	-1.41	6.736	2.657	0.036	0.017	-0.008
Si	1.376	9.569	2.75	-0.004	-0.026	-0.058
Si	-1.369	-4.151	2.954	0.018	0.062	0.013
Si	1.542	-1.399	2.981	-0.112	-0.01	-0.006
Si	4.028	1.234	2.652	-0.012	0.071	-0.055
Si	6.699	4.12	2.705	0.014	0.003	0.004
Si	4.104	6.881	2.576	-0.042	0.04	-0.032
Si	6.811	9.524	2.682	-0.014	0.006	0.006
Si	4.036	12.25	2.889	0.037	0.055	0.011
Si	-9.462	-1.241	2.643	-0.033	-0.007	0.006
Si	-7.055	1.499	2.62	-0.195	0.444	0.431
Si	-4.054	4.068	2.594	0.054	-0.029	0.007
Si	-6.77	6.82	2.771	-0.016	0.016	0.027
Si	-3.996	-6.857	2.826	0.024	0.021	-0.025
Si	-6.808	-4.119	2.708	0.061	0.017	0.053
Si	-4.008	-1.398	2.575	-0.024	0.025	-0.068
Si	-2.739	-0.025	4.041	-0.029	-0.025	0.011
Si	0.053	2.748	4.263	0.029	0.026	-0.027
Si	-2.784	5.444	4.072	0.046	-0.03	-0.045
Si	0.013	8.097	4.01	-0.006	0.018	-0.026
Si	-2.711	-5.517	4.25	-0.056	0.002	0.03
Si	0.023	-2.728	4.185	0.007	-0.011	0.037
Si	2.871	-0.033	4.268	0.009	0.061	0.025
Si	5.344	2.703	4	0.016	-0.041	0.005
Si	2.706	5.42	3.881	-0.024	0.025	-0.022
Si	5.454	8.15	4.047	0.014	0.007	0.03
Si	2.66	10.901	4.206	0.02	-0.035	0.018
Si	5.512	-2.659	4.059	0.023	0.028	-0.018
Si	-8.228	0.102	4.108	0.043	0.005	0.004
Si	-5.455	2.705	3.93	-0.04	-0.063	-0.029
Si	-8.184	5.433	4.058	0.012	-0.022	-0.016
Si	-5.416	8.133	4.147	0.028	0.036	-0.014
Si	-8.142	-5.473	4.08	-0.021	0.015	-0.009
Si	-5.461	-2.66	4.001	-0.012	0.002	-0.001
Si	-1.373	-1.339	5.456	-0.012	-0.002	0.007
Si	1.421	1.342	5.53	0.01	-0.003	0.045
Si	-1.388	4.123	5.473	-0.005	0.012	0.006
Si	1.381	6.749	5.355	0.026	-0.005	0.014
Si	-1.31	9.429	5.49	0.032	0.005	-0.033
Si	1.334	12.236	5.571	-0.014	0.021	-0.013
Si	4.195	-1.401	5.564	0.029	-0.031	0.009
Si	6.711	1.404	5.449	-0.016	0.021	-0.001
Si	4.026	4.094	5.354	0.009	0.007	-0.002
Si	-9.523	6.797	5.431	-0.027	0.008	-0.007
Si	4.097	9.509	5.439	0.019	-0.015	-0.009
Si	6.835	12.252	5.414	-0.014	0.006	0.011
Si	-6.806	-1.303	5.397	-0.009	-0.016	-0.014
Si	-4.121	1.353	5.365	0.005	-0.001	-0.005
Si	-6.79	4.059	5.372	-0.017	-0.002	-0.004
Si	-4.082	6.771	5.495	-0.024	-0.021	0.034
Si	-6.795	-6.813	5.458	-0.02	0.01	0.027
Si	-4.124	-4.05	5.432	-0.033	0.034	-0.016
Si	0.001	-0.002	6.827	0.006	-0.001	0.018
Si	2.745	2.756	6.827	-0.012	0.005	-0.005
Si	0.006	5.462	6.796	0.019	-0.001	0.008
Si	2.726	8.12	6.76	-0.024	0.009	0.001
Si	-0.007	10.83	6.865	0.01	-0.009	0.007
Si	2.748	-2.73	6.866	0	-0.007	-0.005
Si	5.477	0.017	6.886	0.01	0.025	0.002
Si	-8.169	2.732	6.763	-0.004	-0.005	-0.021
Si	-10.905	5.425	6.749	-0.003	-0.01	0.008
Si	8.154	8.148	6.806	0.019	0.003	-0.007
Si	5.458	10.89	6.785	-0.019	0.016	-0.004
Si	-8.135	-2.699	6.776	-0.008	0.009	0
Si	-5.447	0.021	6.783	-0.001	0.001	0.002
Si	-2.753	2.708	6.765	0.006	-0.028	0.003
Si	-5.462	5.402	6.8	-0.012	-0.019	-0.003
Si	-2.706	8.12	6.84	0.003	-0.021	0.008
Si	-5.459	-5.421	6.806	0	-0.003	0
Si	-2.737	-2.715	6.797	0.015	-0.023	-0.007
Si	-1.313	1.385	13.625	-0.024	0	0.005
Si	1.352	4.083	13.655	-0.003	0.016	0.001
Si	-1.349	6.798	13.642	0.006	-0.009	0
Si	1.307	9.494	13.608	-0.005	0.017	-0.006
Si	-1.371	-4.11	13.608	0.023	-0.007	0
Si	1.361	-1.357	13.616	0.014	-0.024	0.011
Si	4.09	1.384	13.611	-0.008	-0.002	-0.007
Si	-9.534	4.073	13.603	0.008	-0.012	-0.01
Si	4.043	6.758	13.628	-0.005	-0.004	0.002
Si	6.782	9.484	13.553	0.013	0.002	-0.005
Si	4.015	-4.094	13.563	-0.007	-0.006	0.011
Si	6.797	-1.321	13.565	-0.007	0.001	0.003
Si	-6.762	1.385	13.576	0.014	-0.02	-0.017
Si	-4.059	4.113	13.616	0.008	-0.003	0.005
Si	-6.792	6.782	13.619	-0.003	0.014	0.005
Si	-4.053	9.501	13.604	0	-0.003	0.004
Si	-6.792	-4.087	13.549	0.005	0.001	-0.007
Si	-4.036	-1.354	13.586	0.002	0.011	-0.002
Si	-2.66	0.005	14.945	0.028	-0.023	0.011
Si	0.019	2.736	15.054	0.004	-0.031	-0.001
Si	-2.688	5.442	15.018	-0.007	0.013	-0.007
Si	-0.018	8.155	15.039	0.014	0.023	0.006
Si	-2.696	-5.488	15.006	-0.019	-0.006	0.018
Si	-0.014	-2.743	14.952	-0.03	0.008	0.002
Si	2.73	0.031	14.964	-0.008	0.011	0.011
Si	5.423	2.752	15.005	-0.009	-0.008	-0.009
Si	2.679	5.434	15.051	-0.008	0.005	0.01
Si	5.403	8.148	14.923	0.007	0.038	-0.006
Si	2.629	10.881	14.943	0.007	-0.004	-0.011
Si	5.381	-2.692	14.849	0.012	0.02	-0.017
Si	-8.145	0.051	14.912	0.018	-0.001	-0.006
Si	-5.401	2.733	14.951	-0.009	0.021	-0.005
Si	-8.172	5.41	14.964	0.012	-0.003	-0.002
Si	-5.386	8.125	14.966	-0.011	0.02	0
Si	-8.15	-5.48	14.864	-0.016	-0.001	-0.008
Si	-5.416	-2.732	14.89	-0.019	-0.028	-0.004
Si	-1.313	-1.353	16.32	0.015	-0.029	0.004
Si	1.427	1.385	16.399	0.041	0.006	-0.006
Si	-1.363	4.087	16.431	0.015	0	-0.007
Si	1.311	6.795	16.44	-0.006	-0.001	-0.003
Si	-1.361	-6.835	16.461	-0.025	0	0.039
Si	1.276	-4.11	16.36	-0.001	-0.031	0.03
Si	4.075	-1.358	16.287	0.003	-0.019	0.005
Si	-9.466	1.418	16.311	0.025	-0.01	0.038
Si	4.042	4.077	16.418	0.025	-0.02	0.032
Si	-9.562	6.792	16.272	0.013	-0.006	0.002
Si	3.961	9.47	16.24	0.016	-0.028	-0.026
Si	-9.597	-4.119	16.093	0.023	-0.029	-0.025
Si	-6.779	-1.352	16.197	0.013	-0.001	0
Si	-3.996	1.384	16.275	0.017	0.045	-0.001
Si	-6.78	4.058	16.319	-0.031	-0.038	0.017
Si	-4.014	6.812	16.4	-0.025	0.042	-0.005
Si	-6.762	9.521	16.243	0.001	0.01	-0.007
Si	-4.077	-4.079	16.281	-0.006	-0.014	0.004
Si	0.109	-0.051	17.695	0.003	-0.021	-0.009
Si	2.757	2.71	17.881	0.003	-0.006	-0.015
Si	-0.06	5.463	17.853	-0.045	0.023	0.005
Si	2.662	8.196	17.765	-0.008	0.043	0.007
Si	-0.054	-5.438	17.858	0.003	0.01	0.037
Si	2.669	-2.715	17.62	-0.007	0.055	-0.031
Si	5.539	-0.035	17.589	-0.009	0.049	-0.04
Si	-8.138	2.771	17.751	-0.016	0.01	-0.02
Si	5.343	5.559	17.705	-0.051	0.037	0.016
Si	-8.125	8.135	17.535	0.01	0.034	0.008
Si	5.338	10.878	17.437	0.004	0.05	0.03
Si	-8.205	-2.797	17.371	0.004	-0.031	-0.026
Si	-5.38	0.011	17.523	0.002	-0.047	-0.02
Si	-2.674	2.661	17.778	0.03	-0.022	0.029
Si	-5.386	5.393	17.658	0.038	-0.018	-0.02
Si	-2.7	-8.189	17.903	0.018	-0.013	0.016
Si	-5.421	-5.45	17.639	-0.032	-0.056	-0.016
Si	-2.726	-2.703	17.625	0.026	-0.002	-0.033
Si	-1.212	1.255	19.083	-0.059	0.016	-0.112
Si	1.314	4.127	19.216	0.075	-0.078	0.04
Si	-1.422	6.706	19.403	-0.033	0.013	-0.028
Si	1.336	-6.826	19.237	-0.012	0.025	-0.015
Si	-1.488	-3.985	19.122	0.009	-0.063	0.026
Si	1.425	-1.393	19.135	0.041	0.039	0.036
Si	4.214	1.197	19.066	-0.304	-0.183	-0.371
Si	-9.463	4.391	18.999	0.058	-0.099	0.06
Si	4.011	6.888	19.18	0.013	-0.036	0.004
Si	-9.587	9.536	18.672	0.025	-0.044	0.02
Si	4.004	-4.139	18.859	0.024	0.032	0.05
Si	6.87	-1.525	18.84	0.006	0.011	0.027
Si	-6.735	1.234	18.958	-0.007	-0.015	0.062
Si	-4.141	3.991	19.099	-0.014	0.03	0.021
Si	-6.677	6.869	18.908	0.018	-0.008	0.088
Si	-4.053	-6.662	19.137	0.047	0.045	0.078
Si	-6.89	-4.054	18.796	-0.011	-0.017	-0.002
Si	-4.099	-1.354	18.935	-0.08	-0.024	-0.008
Si	-2.701	-0.077	20.337	0.031	0.039	0.092
Si	0.093	2.614	20.583	-0.386	0.191	-0.312
Si	-2.702	5.003	20.675	0.362	-0.163	-0.483
Si	-0.07	8.202	20.725	-0.009	-0.04	0.011
Si	-2.968	-5.116	20.611	-0.061	-0.001	-0.116
Si	-0.063	-2.648	20.441	0.004	-0.007	0.027
Si	3.223	-0.444	20.394	-0.246	0.058	-0.679
Si	-10.078	2.992	20.71	-0.081	0.4	-0.512
Si	2.591	5.584	20.631	-0.368	0.342	-0.375
Si	5.48	8.408	20.26	0.032	0.038	0.04
Si	2.729	-5.32	20.461	-0.06	-0.004	0.037
Si	5.333	-2.739	20.156	0.444	-0.469	-0.186
Si	-7.636	-0.663	20.041	0.257	-0.168	-0.599
Si	-5.448	2.526	20.444	-0.09	-0.023	-0.023
Si	-8.134	5.81	20.356	-0.274	0.39	-0.378
Si	-5.593	-7.945	20.314	-0.146	0.274	-0.521
Si	-8.422	-5.335	20.019	-0.022	0.113	-0.075
Si	-5.858	-2.404	20.078	-0.083	0.056	0.059
Si	-1.292	-1.207	21.844	-0.077	-0.099	-0.764
Si	0.324	0.094	24.084	-0.075	-0.12	-0.161
Si	-1.83	3.076	21.825	-0.219	-0.042	-0.45
Si	1.422	6.959	22.227	-0.154	0.003	-0.572
Si	-1.208	-6.306	21.793	-0.408	-0.285	-0.171
Si	1.096	-4.154	21.77	0.223	0.08	-0.748
Si	2.393	1.535	22.614	0.03	0.111	-0.106
Si	-0.635	-0.07	-7.301	-0.073	0.053	-0.084
Si	-8.246	2.587	24.632	0.056	-0.027	-0.077
Si	-9.002	7.667	21.52	0.007	-0.012	-0.06
Si	4.586	-6.195	21.598	0.081	-0.001	0.023
Si	6.287	-4.441	21.504	-0.131	-0.064	0.052
Si	-8.178	-0.994	22.951	-0.09	0.006	-0.041
Si	-3.724	1.542	21.658	0.034	-0.027	-0.012
Si	-7.325	3.219	21.665	0.471	-0.116	-0.217
Si	-4.079	6.84	22.683	-0.1	-0.071	0.013
Si	-7.347	-6.884	21.348	-0.113	-0.04	0.069
Si	-4.916	-3.81	21.75	-0.071	-0.327	-0.413
Si	-3.552	-1.744	23.779	-0.168	0.699	-0.194
Si	-3.092	-5.83	-2.491	0.114	0.02	0.02
Si	4.506	-1.992	-3.054	-0.072	0.004	0.167
Si	1.133	7.884	-1.133	-0.065	0.195	0.225
Si	-1.72	7.67	-7.202	0.587	-0.383	-0.112
Si	-4.91	-5.769	24.651	-0.561	0.2	-0.305
Si	-6.189	0.569	24.903	0.522	0.117	-0.173
Si	3.852	-7.501	23.389	0.282	0.371	-0.447
Si	4.354	3.952	22.773	-0.052	-0.036	0.015
Si	-1.722	2.232	24.808	-0.015	-0.05	-0.174
Si	2.221	-6.994	-3.7	0.013	0.059	0.076
Si	-2.844	5.619	-2.43	-0.012	0.069	0.111
Si	1.818	-1.94	-4.343	0.052	-0.064	-0.091
Si	-0.189	-2.899	-6.253	0.12	0.059	0.157
Si	-10.125	-4.347	-2.768	-0.02	0.111	0.031
Si	-5.171	5.813	25.438	0.053	0.057	0.01
Si	-5.676	7.676	-5.753	0.07	-0.04	0.077
Si	-5.869	0.728	-7.202	-0.043	-0.003	-0.131
Si	-6.887	3.732	-3.014	-0.032	-0.037	0.101
Si	-9.909	6.577	-2.074	0.215	0.002	0.592
Si	3.891	-1.328	25.853	0.09	-0.076	-0.045
Si	4.784	1.383	-5.357	0.142	0.112	0.105
Si	-7.856	6.083	-4.492	0.065	-0.015	-0.005
Si	7.437	6.531	0.048	0.013	-0.11	-0.044
Si	-8.396	-4.021	23.146	0.087	-0.592	-0.369
Si	-3.221	1.35	-0.845	0.023	0.109	0.122
Si	5.384	-7.245	-3.554	-0.054	-0.094	-0.062
Si	-4.065	2.903	-3.471	0	0.066	-0.015
Si	-4.133	0.602	23.815	-0.275	-0.439	-0.323
Si	-9.631	7.601	23.739	0.164	0	-0.656
Si	-9.873	0.014	24.999	0.133	0.039	0.064
Si	-9.698	-6.551	-6.106	0.016	-0.092	0.028
Si	-1.214	-6.998	26.464	0.016	0.088	0.009
Si	1.614	-2.662	24.563	-0.113	-0.062	-0.015
Si	-8.549	-4.298	26.1	-0.165	0.048	-0.042
Si	-2.295	-7.188	23.61	0.278	0.336	-0.328
Si	-4.031	-3.238	26.423	-0.053	-0.04	-0.106
Si	-6.026	-4.994	-1.813	-0.037	-0.053	-0.022
Si	-2.851	7.937	-4.365	-0.068	0.074	-0.102
Si	-8.259	5.384	25.629	0.11	0.067	-0.064
Si	-7.551	-0.557	-4.919	-0.074	0.072	0.002
Si	-0.189	5.087	-0.821	-0.121	0.082	0.689
Si	-8.84	4.747	-7.161	0.01	0.005	0.077
Si	-7.536	-3.016	-3.266	-0.069	-0.051	0.104
Si	1.249	5.683	25.08	-0.057	-0.05	-0.176
Si	-10.661	-3.959	-6.754	0.083	0.025	-0.179
Si	-6.435	-5.344	22.888	0.039	0.018	-0.011
Si	-8.604	-7.298	26.011	-0.051	0.042	-0.041
Si	-10.35	-1.266	-5.31	0.139	-0.074	0.112
Si	3.321	-6.198	26.215	-0.605	0.236	0.222
Si	2.047	-7.445	-6.617	-0.028	-0.108	-0.061
Si	-9.096	1.603	-3.269	-0.105	0.014	0.032
Si	-1.77	-3.422	-3.562	0.132	-0.038	0.026
Si	2.177	2.521	-4.211	-0.05	-0.046	0.009
Si	-1.373	1.372	8.152	0.018	0.012	0.011
Si	1.353	4.093	8.165	-0.011	-0.013	0.01
Si	-1.342	6.786	8.196	0.001	0.012	0.009
Si	1.384	9.473	8.171	0.001	-0.007	-0.003
Si	-1.385	-4.092	8.165	-0.022	-0.01	-0.01
Si	1.363	-1.359	8.186	0.003	0.006	0.009
Si	4.089	1.385	8.192	0.002	-0.01	0.005
Si	-9.528	4.088	8.128	-0.005	0.006	-0.012
Si	4.075	6.777	8.143	0.002	-0.009	-0.008
Si	6.801	9.521	8.159	0.002	0.007	-0.001
Si	4.099	-4.107	8.192	0.015	0.006	0.01
Si	-9.473	-1.36	8.189	-0.007	-0.008	-0.004
Si	-6.809	1.374	8.143	-0.003	-0.012	-0.003
Si	-4.09	4.057	8.16	0.001	0.014	0.001
Si	-6.807	6.781	8.157	-0.025	0.003	0.002
Si	-4.081	-6.798	8.145	-0.007	0.018	-0.006
Si	-6.808	-4.067	8.167	0.003	0.003	-0.002
Si	-4.083	-1.341	8.154	-0.01	-0.004	0.003
Si	-2.715	0.008	9.523	-0.008	-0.014	-0.004
Si	-0.008	2.728	9.522	-0.004	0.009	0.009
Si	-2.719	5.416	9.525	0.015	-0.013	-0.004
Si	0.012	8.145	9.545	-0.009	0.008	0.009
Si	-2.733	-5.451	9.523	-0.004	0.002	0.008
Si	-0.009	-2.732	9.516	0.014	-0.014	-0.004
Si	2.714	0.023	9.533	-0.012	0.011	-0.005
Si	-10.866	2.739	9.527	0.021	-0.008	0.003
Si	2.716	5.44	9.528	0.001	0.015	-0.003
Si	5.432	8.148	9.507	-0.006	0.005	0.002
Si	2.727	-5.472	9.534	0.01	-0.009	0.006
Si	-10.868	-2.716	9.527	0.009	0.009	-0.014
Si	-8.131	0.011	9.534	0.008	-0.011	0.006
Si	-5.445	2.715	9.526	-0.014	0	0.004
Si	-8.176	5.435	9.512	-0.01	-0.004	-0.005
Si	-5.436	8.151	9.504	0	-0.007	-0.011
Si	-8.163	-5.44	9.527	-0.005	0.016	0.001
Si	-5.435	-2.712	9.515	-0.003	-0.008	0.011
Si	-1.352	-1.36	10.883	0.003	-0.002	0.007
Si	1.358	1.376	10.895	0.006	-0.014	0
Si	-1.355	4.082	10.901	-0.011	-0.004	0.001
Si	1.361	6.784	10.905	0	-0.003	0.003
Si	-1.367	9.507	10.875	0.012	0.011	-0.005
Si	1.344	-4.099	10.869	-0.012	0.001	0.006
Si	4.077	-1.348	10.875	0.006	-0.009	-0.001
Si	-9.506	1.375	10.873	0.006	-0.008	-0.007
Si	-12.245	4.08	10.887	0.004	0	-0.01
Si	6.786	6.785	10.877	0.02	-0.007	-0.005
Si	4.071	9.486	10.894	-0.009	0.002	0.009
Si	-9.526	-4.081	10.89	-0.019	0.009	0.001
Si	-6.775	-1.351	10.886	0.003	0.014	-0.003
Si	-4.063	1.372	10.888	-0.005	-0.006	0.006
Si	-6.804	4.087	10.877	-0.009	-0.005	-0.001
Si	-4.074	6.795	10.875	-0.002	0.013	-0.009
Si	-6.794	9.504	10.872	0.006	-0.003	-0.002
Si	-4.081	-4.084	10.874	-0.002	0.002	-0.001
Si	0.009	0.006	12.25	0.003	0.014	-0.002
Si	2.713	2.739	12.266	-0.001	-0.009	0
Si	0.003	5.435	12.276	0	0.006	0
Si	2.703	8.139	12.271	0.002	0.009	0.005
Si	-0.019	10.864	12.235	-0.017	-0.017	-0.005
Si	2.691	-2.712	12.213	0.002	-0.005	-0.007
Si	5.435	0.031	12.222	0.007	0.015	-0.008
Si	-8.155	2.729	12.241	-0.002	-0.004	0.002
Si	-10.898	5.434	12.251	-0.009	-0.002	-0.004
Si	8.167	8.129	12.227	-0.026	0.002	-0.002
Si	5.419	10.871	12.232	0.017	0.004	0.001
Si	-8.159	-2.705	12.226	0.015	0.002	0.002
Si	-5.408	0.005	12.239	-0.004	-0.011	0.005
Si	-2.703	2.729	12.269	0.019	0.008	0
Si	-5.435	5.442	12.239	-0.003	-0.006	-0.006
Si	-2.705	8.139	12.246	0.01	0.008	-0.006
Si	-5.423	-5.462	12.229	-0.003	0.005	0.001
Si	-2.708	-2.735	12.233	-0.008	-0.017	0.001
O	-4.626	-5.746	-2.02	-0.046	-0.234	0.233
O	-0.264	-0.568	0.646	-0.354	0.18	-0.09
O	-6.776	4.173	-1.461	0.403	0.013	-0.12
O	-9.657	-4.132	-1.241	0.672	0.011	-0.053
O	2.338	2.092	-0.137	0.229	-0.593	-0.259
O	4.107	-6.618	0.851	-0.06	0.053	-0.403
O	-5.695	-1.281	-0.252	0.112	-0.092	-0.466
O	-4.477	1.02	0.128	-0.184	0.325	-0.099
O	-2.346	2.452	-0.039	0.107	0.038	-0.194
O	-3.933	-4.281	1.011	0.112	0.012	-0.152
O	-2.185	-5.889	-1.144	-0.112	0.066	0.168
O	-6.509	0.348	1.58	-0.11	-0.139	0.136
O	5.164	1.894	20.233	-0.093	-0.544	0.441
O	1.304	2.18	21.61	0.025	0.29	-0.15
O	-3.627	5.491	21.95	-0.358	-0.206	0.086
O	-4.101	4.634	25.715	-0.121	-0.383	-0.338
O	3.025	0.275	21.838	0.316	-0.291	0.408
O	-10.52	3.545	22.178	0.298	-0.028	0.565
O	3.608	4.715	21.573	0.223	0.144	-0.088
O	4.258	-1.66	20.79	-0.082	-0.011	0.435
O	-8.267	-0.315	21.508	-0.163	0.328	0.152
O	-7.455	4.833	21.495	0.485	0.114	0.17
O	-4.976	7.676	21.666	0.078	-0.182	-0.033
O	-6.271	-0.347	26.252	0.493	-0.446	0.36
O	-2.536	-0.085	-1.125	-0.29	-0.534	0.207
O	-9.603	-0.902	23.692	-0.42	-0.392	-0.131
O	0.017	-5.293	22.241	-0.197	-0.077	0.276
O	-1.792	3.29	26.028	0.568	0.089	0.148
O	-5.527	6.481	-6.836	-0.421	-0.231	-0.309
O	-7.616	-2.205	-1.856	-0.213	0.548	-0.26
O	4.89	-0.167	25.342	-0.251	0.455	-0.199
O	4.196	-1.528	-1.534	-0.033	0.407	-0.026
O	-7.001	-6.149	-1.2	-0.579	0.01	-0.446
O	-0.385	-1.511	-1.635	0.351	-0.078	-0.254
O	-2.415	-2.03	-3.02	-0.826	-0.066	-0.013
O	-6.537	-4.293	-3.167	0.177	-0.312	-0.574
O	-5.414	-8.119	-0.414	0.054	0.002	-0.291
O	-7.378	8.072	26.431	-0.022	-0.496	0.317
O	-10.817	7.861	-2.494	-0.391	0.123	0.289
O	-1.904	-8.148	-5.66	0.429	0.456	0.205
O	3.13	-2.102	24.667	0.014	0.035	-0.341
O	4.622	4.949	24.02	0.138	0.123	-0.063
O	0.824	6.104	23.549	-0.262	0.067	-0.036
O	-1.488	3.105	23.449	0.281	0.497	0.207
O	-9.485	1.538	24.616	-0.473	0.187	-0.313
O	-8.573	2.416	20.96	0.187	-0.568	-0.09
O	-10.864	5.249	-1.903	-0.177	-0.326	-0.229
O	-8.842	3.909	25.312	-0.456	-0.071	0.257
O	5.057	7.799	23.863	-0.232	-0.39	0.078
O	-7.528	2.909	23.224	0.121	0.13	0.322
O	-1.242	0.406	-3.282	-0.204	0.372	-0.011
O	-1.233	-3.08	-5.041	-0.336	0.134	-0.193
O	3.473	2.635	23.121	0.059	-0.147	0.419
O	0.313	6.238	26.262	0.188	0.058	0.125
O	-8.948	-7.395	24.428	-0.064	0.502	-0.366
O	3.826	-6.931	-3.805	0.076	0.196	0.008
O	-0.178	-7.552	-0.811	0.061	0.079	-0.446
O	-3.786	6.419	-1.389	-0.017	-0.088	-0.323
O	2.592	7.961	22.802	-0.243	-0.137	-0.27
O	-0.261	-4.235	-7.131	-0.588	-0.069	-0.216
O	-5.263	-7.027	25.582	0.191	-0.132	-0.101
O	3.645	-7.557	-6.697	0.298	0.077	0.489
O	0.759	5.2	-6.852	-0.383	-0.301	0.162
O	-8.315	3.021	-3.264	-0.293	0.238	-0.307
O	-10.383	1.765	-4.262	-0.01	0.184	0.078
O	-0.341	-0.088	22.594	0.105	0.62	-0.113
O	-9.484	1.242	-1.727	0.054	-0.227	0.01
O	-1.512	-7.533	24.982	0.398	-0.22	-0.117
O	3.368	5.087	-7.057	-0.098	-0.079	0.18
O	-10.486	-1.268	-3.673	0.443	-0.031	0.265
O	3.309	1.504	-4.733	-0.195	-0.525	0.469
O	-6.675	5.259	25.352	0.025	-0.414	-0.225
O	-2.767	7.682	23.063	0.628	0.034	0.024
O	-3.665	4.422	-3.112	0.014	0.085	-0.139
O	-5.135	2.126	-6.894	-0.377	0.21	0.109
O	-3.548	-2.124	25.36	0.294	0.368	0.092
O	1.666	-5.993	-7.166	0.011	0.1	0.193
O	-9.107	-4.022	24.618	-0.684	0.106	-0.003
O	-0.571	-4.126	-2.718	-0.264	-0.01	0.198
O	2.571	2.798	-2.684	0.389	-0.146	-0.022
O	-3.449	2.487	-4.923	0.576	-0.501	0.201
O	1.404	4.074	25.409	-0.371	-0.532	-0.182
O	-0.635	-1.666	-7.193	-0.246	-0.154	-0.07
O	0.034	-5.992	26.358	-0.156	-0.107	-0.124
O	4.797	2.235	-6.732	-0.113	0.474	0.076
O	-10.242	-5.927	-2.952	0.361	-0.129	0.564
O	-0.615	1.053	24.993	0.117	-0.135	0.477
O	1.3	-3.731	25.742	-0.167	0.315	-0.17
O	-6.759	5.037	-3.95	0.269	-0.049	-0.238
O	1.618	-7.596	-5.074	-0.213	-0.55	-0.027
O	1.561	-3.397	23.13	0.189	0.046	0.091
O	-3.532	-6.171	23.891	0.141	0.342	-0.069
O	-7.778	-2.542	22.82	0.598	-0.107	-0.46
O	-2.082	-1.953	23.079	0.081	-0.473	0.227
O	-9.053	6.371	24.623	-0.013	-0.245	-0.04
O	-3.961	4.501	-6.437	0.15	0.116	0.609
O	5.036	6.474	26.361	0.418	-0.197	0.011
O	-1.983	-2.589	0.206	-0.177	-0.323	-0.536
O	-4.649	-4.485	25.6	-0.098	0.072	0.108
O	-4.508	-2.809	23.007	-0.074	-0.104	0.017
O	5.268	2.926	-0.533	-0.167	-0.045	-0.321
O	1.494	-4.533	-1.08	0.338	-0.435	-0.017
O	-6.411	0.102	-5.825	0.182	0.051	0.009
O	0.648	3.765	-1.233	-0.51	-0.353	-0.08
O	3.371	-1.564	-4.137	-0.011	0.527	-0.384
O	-6.99	1.905	25.409	0.207	0.085	0.75
O	0.677	6.36	-1.301	0.4	0.017	-0.423
O	-5.679	2.766	-3.465	-0.082	-0.355	-0.327
O	-2.768	-7.141	-3.356	0.329	-0.096	-0.155
O	0.678	1.928	-4.332	-0.139	0.159	-0.002
O	-8.883	6.375	-3.301	-0.281	-0.158	-0.016
O	5.019	-0.115	-5.873	-0.372	-0.131	-0.244
O	1.34	-2.711	-5.694	0.348	-0.101	-0.355
O	3.181	4.491	-0.776	-0.166	0.382	0.278
O	2.242	7.988	0.035	0.296	-0.336	-0.27
O	4.779	-3.599	-3.031	-0.271	-0.26	0.062
O	-7.051	-0.191	23.757	0.327	-0.125	-0.444
O	-7.051	7.415	-4.937	-0.216	0.494	0.234
O	-1.579	5.033	-1.634	-0.129	-0.443	0.11
O	2.186	3.873	-5.091	-0.061	0.664	0.354
O	-1.02	0.532	-5.842	-0.505	0.372	0.118
O	-8.127	-6.338	-6.365	0.226	0.373	0.283
O	1.796	-7.963	-2.504	-0.045	-0.318	-0.127
O	-8.946	-0.535	26.213	-0.183	-0.334	0.22
O	-8.655	5.429	-5.727	-0.476	0.197	0.009
O	-8.089	3.314	-7.267	0.476	-0.157	0.707
O	-10.114	-7.59	-4.928	-0.02	-0.467	0.174
O	-4.899	6.507	24.014	-0.486	0.311	-0.015
O	-10.473	-5.183	-5.725	-0.342	0.179	0.322
O	-8.086	-5.817	26.301	0.52	-0.116	-0.233
O	-8.057	0.476	-3.786	0.432	0.094	0.495
O	-5.971	-3.817	-0.691	0.516	0.011	0.455
O	1.639	-2.916	-3.087	0.087	0.226	0.237
O	-3.134	1.45	24.805	-0.195	0.053	0.216
O	4.432	-5.022	26.392	0.235	0.253	-0.51
O	-5.771	-7.274	-6.599	0.574	0.384	0.082
O	-2.908	-4.549	-3.466	-0.596	0.138	-0.515
O	3.307	-6.627	24.644	-0.482	0.15	0.086
O	-7.245	-3.407	26.351	0.221	0.224	-0.348
O	-8.97	-3.651	-3.675	0.172	-0.038	-0.485
O	-3.567	1.938	-2.292	0.21	-0.199	0.02
O	1.576	-5.53	-3.492	0.294	0.035	-0.178
O	0.588	-1.397	24.671	-0.55	0.176	0.386
O	-6.979	-1.946	-4.325	0.345	-0.009	-0.266
O	5.435	-2.657	-5.868	-0.258	0.032	0.26
O	3.878	4.105	26.306	0.545	-0.275	-0.021
O	2.736	6.292	25.289	0.002	0.668	0.05
O	-4.397	7.727	-4.788	-0.348	0.137	0.003
O	1.705	0.912	23.929	0.027	0.011	0.324
O	0.891	-0.635	-4.317	-0.075	-0.057	-0.207
O	-8.847	-0.962	-5.794	-0.015	-0.146	-0.573
O	-2.336	6.62	-3.588	0.729	-0.33	-0.069

Results
total energy: -105154.976 eV
total energy less fixed offsets of O -438.25, Si -107.07 eV per atom: 4.224 eV
